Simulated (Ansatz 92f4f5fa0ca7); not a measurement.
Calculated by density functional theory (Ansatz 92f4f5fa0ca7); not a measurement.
Periodic cell of 351 atoms, Si241O110, from a study of silicon, its oxide and their interface. The atomic structure is a simulated model.
Doubt: the cutoff is far below the 930 eV that the study's wrapper takes by default for these files, so forces and energies are approximate.
This geometry differs little from another in the collection (a relaxation step or a small displacement).

Settings
functional: PBE
potential files: Ansatz PAW
basis: plane waves
wave-function cutoff: 580 eV
density cutoff ratio: 5
exchange-correlation grid ratio: 1
k mesh: 1 x 1 x 1, Gamma-centred
self-consistency stop: 5e-08 eV per atom in the density residual
occupations: fixed
spin: none
net charge: 0

Cell vectors (angstrom)
a	11.6015	0	0
b	0	13.3963	0
c	0	0	40.2457

Atoms: element, x, y, z (angstrom)
Si	0	2.2327	1.1851
Si	3.8672	2.2327	1.1851
Si	7.7343	2.2327	1.1851
Si	1.9336	5.5818	1.1851
Si	5.8008	5.5818	1.1851
Si	9.6679	5.5818	1.1851
Si	0	8.9308	1.1851
Si	3.8672	8.9308	1.1851
Si	7.7343	8.9308	1.1851
Si	1.9336	12.2799	1.1851
Si	5.8008	12.2799	1.1851
Si	9.6679	12.2799	1.1851
Si	1.9336	1.1164	1.9745
Si	5.8008	1.1164	1.9745
Si	9.6679	1.1164	1.9745
Si	0	4.4654	1.9745
Si	3.8672	4.4654	1.9745
Si	7.7343	4.4654	1.9745
Si	1.9336	7.8145	1.9745
Si	5.8008	7.8145	1.9745
Si	9.6679	7.8145	1.9745
Si	0	11.1635	1.9745
Si	3.8672	11.1635	1.9745
Si	7.7343	11.1635	1.9745
Si	1.9336	1.1164	4.3426
Si	5.8008	1.1164	4.3426
Si	9.6679	1.1164	4.3426
Si	0	4.4654	4.3426
Si	3.8672	4.4654	4.3426
Si	7.7343	4.4654	4.3426
Si	1.9336	7.8145	4.3426
Si	5.8008	7.8145	4.3426
Si	9.6679	7.8145	4.3426
Si	0	11.1635	4.3426
Si	3.8672	11.1635	4.3426
Si	7.7343	11.1635	4.3426
Si	0	0	35.9051
Si	3.8672	0	35.9051
Si	7.7343	0	35.9051
Si	1.9336	3.3491	35.9051
Si	5.8008	3.3491	35.9051
Si	9.6679	3.3491	35.9051
Si	0	6.6981	35.9051
Si	3.8672	6.6981	35.9051
Si	7.7343	6.6981	35.9051
Si	1.9336	10.0472	35.9051
Si	5.8008	10.0472	35.9051
Si	9.6679	10.0472	35.9051
Si	0	0	38.2733
Si	3.8672	0	38.2733
Si	7.7343	0	38.2733
Si	1.9336	3.3491	38.2733
Si	5.8008	3.3491	38.2733
Si	9.6679	3.3491	38.2733
Si	0	6.6981	38.2733
Si	3.8672	6.6981	38.2733
Si	7.7343	6.6981	38.2733
Si	1.9336	10.0472	38.2733
Si	5.8008	10.0472	38.2733
Si	9.6679	10.0472	38.2733
Si	0	2.2327	39.0626
Si	3.8672	2.2327	39.0626
Si	7.7343	2.2327	39.0626
Si	1.9336	5.5818	39.0626
Si	5.8008	5.5818	39.0626
Si	9.6679	5.5818	39.0626
Si	0	8.9308	39.0626
Si	3.8672	8.9308	39.0626
Si	7.7343	8.9308	39.0626
Si	1.9336	12.2799	39.0626
Si	5.8008	12.2799	39.0626
Si	9.6679	12.2799	39.0626
Si	0.0038	0.2515	28.639
Si	4.3228	0.189	28.5141
Si	9.7594	-1.0886	29.4165
Si	1.8318	3.3009	28.8868
Si	5.7621	3.4177	28.8254
Si	9.5102	3.5039	28.8747
Si	-0.0317	6.6127	29.001
Si	3.7811	6.7035	28.6171
Si	7.8155	6.7874	29.1073
Si	1.6356	9.9324	28.7833
Si	5.7951	9.9863	28.8563
Si	9.4488	9.9903	28.9031
Si	-0.1468	2.338	29.6931
Si	3.8528	2.2602	29.5747
Si	7.6768	2.1614	29.4492
Si	1.9551	5.5475	29.6222
Si	5.7707	5.6694	29.5058
Si	9.6415	5.5846	29.8927
Si	-0.2029	8.841	29.6848
Si	3.735	8.9422	29.4333
Si	7.6115	8.9654	29.942
Si	1.6955	12.2039	29.4168
Si	5.9998	12.2755	29.4435
Si	7.8942	13.3401	28.4753
Si	-0.05	2.2429	32.0325
Si	3.8564	2.2193	31.9409
Si	7.7175	2.1883	31.8651
Si	1.9626	5.562	31.9845
Si	5.7926	5.6124	31.9056
Si	9.6851	5.5635	32.1835
Si	-0.0609	8.9235	32.024
Si	3.8222	8.9237	31.8515
Si	7.6941	8.9419	32.2204
Si	1.9151	12.2821	31.828
Si	5.8396	12.2859	31.8529
Si	9.6942	12.2964	31.8547
Si	1.9127	1.0978	32.7128
Si	5.794	1.099	32.713
Si	9.6316	1.0986	32.7456
Si	0.0406	4.4564	32.8308
Si	3.8952	4.455	32.7472
Si	7.7001	4.4274	32.7264
Si	1.9139	7.8156	32.7286
Si	5.7229	7.8117	32.7846
Si	9.648	7.8121	32.8768
Si	0.0009	11.1816	32.7206
Si	3.8694	11.1689	32.6369
Si	7.7579	11.2227	32.7585
Si	1.9312	1.111	35.0963
Si	5.8023	1.111	35.0973
Si	9.6593	1.108	35.1157
Si	0.0109	4.4628	35.165
Si	3.8744	4.4626	35.1154
Si	7.721	4.4525	35.1037
Si	1.9351	7.8165	35.1047
Si	5.781	7.8113	35.1379
Si	9.6697	7.8165	35.1939
Si	-0.0005	11.1693	35.1008
Si	3.8682	11.1652	35.0571
Si	7.74	11.1828	35.1241
Si	-0.0001	0.0042	5.1563
Si	3.8606	0.005	5.1549
Si	7.7349	0.0026	5.1417
Si	1.9212	3.3338	5.1287
Si	5.8023	3.3395	5.1361
Si	9.6772	3.3488	5.1535
Si	-0.0083	6.6933	5.1027
Si	3.8752	6.6986	5.0995
Si	7.7492	6.6912	5.1091
Si	1.9369	10.0633	5.1016
Si	5.8096	10.0544	5.1088
Si	9.666	10.0491	5.1474
Si	-0.0148	-0.0042	7.5448
Si	3.8447	0.0214	7.5408
Si	7.7383	0.0023	7.5183
Si	1.891	3.2982	7.4961
Si	5.8049	3.3162	7.5077
Si	9.7045	3.3369	7.5417
Si	0.008	6.6855	7.4505
Si	3.9121	6.7018	7.4431
Si	7.8042	6.6586	7.4623
Si	1.9655	10.1056	7.4477
Si	5.8481	10.0642	7.4597
Si	9.6793	10.0379	7.5279
Si	-0.017	2.1872	8.4479
Si	3.8314	2.2632	8.3435
Si	7.7679	2.2349	8.3139
Si	1.9594	5.5626	8.1184
Si	5.8606	5.5645	8.1895
Si	9.7242	5.559	8.3633
Si	0.0723	8.9278	8.1772
Si	3.8987	8.968	8.1545
Si	7.7403	8.87	8.2673
Si	1.9146	12.3059	8.3719
Si	5.7889	12.295	8.2923
Si	9.6559	12.2746	8.342
Si	-0.1105	2.1374	10.912
Si	3.984	2.4078	10.7207
Si	7.8209	2.236	10.6928
Si	2.0012	5.5387	10.4228
Si	5.9648	5.5751	10.5182
Si	9.8023	5.5235	10.7811
Si	0.1388	8.8557	10.5011
Si	3.9388	8.9894	10.4753
Si	7.7565	8.8076	10.6297
Si	1.8491	12.2191	10.7774
Si	5.7753	12.291	10.6604
Si	9.6196	12.2101	10.7229
Si	1.5451	0.8497	11.9899
Si	5.8508	1.202	11.3278
Si	9.5544	1.0007	11.6988
Si	0.2223	4.4204	11.5042
Si	3.9857	4.6757	11.3276
Si	7.8207	4.4563	11.5317
Si	2.1083	7.7348	11.2425
Si	5.7487	7.7515	11.3279
Si	9.8251	7.8227	11.2816
Si	-0.0628	11.0002	11.3965
Si	3.8418	11.1687	11.4533
Si	7.6654	11.0199	11.3166
O	3.79	11.1898	13.1204
O	10.2308	8.1918	12.8685
O	5.2561	7.5541	12.9307
O	7.7508	4.4591	13.2223
O	0.7366	4.4899	13.0996
O	5.6889	1.5505	12.9385
O	9.4549	0.9409	13.3883
O	-0.1927	10.8546	13.0436
O	3.9337	5.1945	12.9307
O	1.2678	0.6761	13.6315
O	-8.69	15.1248	11.7883
O	2.5393	7.5244	12.8528
O	8.9951	9.7723	27.3013
O	1.3293	9.809	27.1631
O	6.2321	9.6896	27.2682
O	11.7063	6.5641	27.3623
O	8.3615	6.8954	27.5531
O	8.074	13.1968	26.8013
O	-55.0025	12.6188	28.4954
O	0.2032	0.7944	27.0401
O	9.3847	3.9154	27.2565
O	3.5713	6.6655	26.9418
O	1.6383	3.1149	27.239
O	4.7249	0.4445	26.924
Si	9.6055	10.5973	18.8504
Si	7.6088	5.3496	19.7847
Si	4.0642	1.2552	25.6548
Si	6.9346	8.0476	20.984
Si	11.1337	3.8993	24.4467
Si	4.2841	6.1244	25.5612
Si	0.481	5.1117	21.9188
Si	0.3409	10.6693	14.5622
Si	10.5022	4.9795	19.2337
Si	10.4649	-0.9919	16.484
Si	9.2302	8.196	14.1566
Si	5.5704	-0.5033	23.7137
Si	8.162	12.448	25.3264
Si	2.3132	0.9473	17.6207
Si	4.4457	7.2363	16.4559
Si	0.1675	7.851	15.617
Si	5.73	3.6255	26.4914
Si	12.3345	3.7025	17.3449
Si	3.8865	6.7676	13.4302
Si	11.3268	7.9021	18.5665
Si	5.1741	3.1331	16.6531
Si	6.8487	5.6558	16.6832
Si	11.5258	6.7931	25.7754
Si	3.6042	10.5744	23.7587
Si	1.3722	-0.0686	15.0965
Si	8.5377	7.015	25.9499
Si	1.1422	1.908	26.2401
Si	4.7155	11.4538	14.4432
Si	4.6305	7.7672	23.0654
Si	1.2669	-2.3659	22.0068
Si	8.5428	0.266	14.5928
Si	11.8792	8.1371	21.4361
Si	2.4801	11.8881	19.3367
Si	7.5212	10.7627	13.6186
Si	9.3598	9.7493	21.6835
Si	5.7301	14.5084	14.4853
Si	1.2182	9.5498	25.5689
Si	4.0643	10.2709	17.2082
Si	5.3805	12.5504	20.5465
Si	8.5712	4.0173	25.8329
Si	10.6488	11.3091	23.9581
Si	6.5281	10.2016	19.0639
Si	11.7312	4.9533	14.5425
Si	3.3144	5.2276	22.9118
Si	8.5709	5.3928	14.294
Si	4.9123	4.0396	20.7271
Si	5.1514	1.5989	19.0238
Si	7.6177	9.6507	26.3938
Si	3.2983	4.9131	18.1932
O	1.3641	-2.0221	20.4178
O	9.5774	10.377	23.158
O	3.7547	3.6684	17.242
O	12.1809	3.9079	15.7199
O	8.032	10.3901	18.4707
O	3.8865	6.3072	17.6546
O	2.4449	1.1097	25.6659
O	4.6404	14.1134	24.248
O	0.0777	-1.5327	22.7902
O	-0.0371	10.4496	25.0134
O	7.6166	8.2813	25.4888
O	9.5923	3.4439	24.7259
O	5.1195	13.0158	14.5829
O	8.2289	5.3849	15.8798
O	6.0051	2.4372	17.8978
O	12.1968	7.8465	17.1884
O	4.2284	9.3219	22.9347
O	6.0818	7.0717	16.3652
O	6.4585	4.4997	20.5397
O	9.7045	10.8261	20.4801
O	12.3313	8.0175	19.8614
O	10.3729	9.2159	18.4663
O	0.6475	6.4511	14.9369
O	10.2299	11.8749	18.0195
O	7.2831	1.2143	14.9716
O	3.9416	8.7082	16.852
O	2.6701	-1.9674	22.7328
O	6.256	11.2131	20.3097
O	7.1898	3.1517	25.8861
O	2.6638	10.0174	24.9673
O	12.6449	9.3955	22.1578
O	1.5549	11.7307	14.7982
O	5.519	5.2004	26.087
O	9.7242	12.4292	24.7534
O	8.2382	6.937	13.8493
O	3.8037	-1.0576	20.1765
O	11.6358	4.832	20.3929
O	0.0933	0.0352	16.1273
O	10.1299	7.9638	15.4957
O	2.8888	10.7182	18.2567
O	5.9294	4.4456	16.1137
O	3.9459	11.0802	15.8129
O	4.5057	2.815	25.7874
O	2.5473	0.5601	16.0336
O	9.218	-0.0525	16.0335
O	10.703	11.0644	15.5666
O	10.8697	3.9403	18.0278
O	12.5811	7.9439	25.2577
O	4.8521	11.5069	24.2455
O	4.8587	7.3577	24.6435
O	8.1913	5.5432	25.3597
O	9.0331	4.5663	19.8076
O	1.7424	13.0951	18.5166
O	10.1289	4.9592	14.251
O	6.0395	10.5197	14.2662
O	12.9008	2.221	17.7205
O	7.0987	13.1151	24.2732
O	0.8388	9.1506	14.8807
O	3.7899	6.7942	15.04
O	7.8326	6.7784	20.5271
O	10.0455	7.3974	25.4773
O	4.5342	4.3304	22.2887
O	7.833	9.2347	21.6258
O	8.4137	9.574	14.2845
O	11.1318	4.1772	22.8464
O	3.3181	5.231	24.5616
O	5.9348	7.5174	22.1393
O	13.5835	4.5893	22.2604
O	4.8874	2.1335	15.4166
O	11.6695	5.3087	25.1086
O	5.9707	0.293	19.5285
O	10.4416	6.5294	18.6957
O	10.2797	8.4237	21.4837
O	12.0728	6.7251	22.2257
O	5.5745	12.9739	22.0955
O	5.5295	10.5669	17.844
O	13.2816	4.858	18.0399
O	3.8487	4.796	19.7276
O	6.2281	8.6908	19.643
O	8.0449	12.2277	14.0554
O	3.7795	1.1798	18.2676
O	7.6338	10.914	25.4012
O	4.821	2.4543	20.374
O	12.0284	2.6334	24.967
O	3.4619	6.7971	22.457
O	7.1226	5.5888	18.2605

Results
free energy: -215761.885 eV
free energy less fixed offsets of O -568.88, Si -635.61 eV per atom: -3.075 eV

Forces (eV/angstrom), in the order of the atoms: element, x, y, z
Si	-0.0005	0.016	-0.0008
Si	0.0037	-0.0151	0.0018
Si	0.0028	0.0182	0.0024
Si	-0.0091	-0.0164	0.0073
Si	-0.0046	0.0047	0.0273
Si	0.0062	0.0024	0.0157
Si	-0.0044	0.0047	0.0025
Si	0.0012	0.0112	0.0279
Si	-0.003	-0.0057	-0.0052
Si	0.0047	0.0099	0.0007
Si	-0.0134	-0.0022	-0.0134
Si	-0.0048	-0.002	-0.0186
Si	-0.0074	-0.0412	0.0017
Si	-0.0142	-0.0343	0.0026
Si	0.0084	-0.0044	0.0013
Si	-0.0047	-0.0336	0.0089
Si	-0.0174	-0.0453	-0.0091
Si	0.0188	-0.0578	-0.0016
Si	-0.0046	0.0029	-0.0211
Si	0.0431	-0.0024	-0.0138
Si	0.0045	0.0365	-0.0117
Si	-0.0362	0.0242	-0.0051
Si	0.0327	0.0414	0.0018
Si	0.0398	0.0209	-0.0065
Si	-0.0438	-0.0949	-0.0417
Si	-0.0359	-0.0653	0.0445
Si	0.0333	0.0215	0.1184
Si	-0.0365	-0.0989	-0.1044
Si	-0.036	-0.1352	0.0773
Si	0.0793	-0.1209	0.0551
Si	-0.0203	0.0475	-0.0085
Si	0.1416	0.0302	-0.0838
Si	0.0087	0.1018	-0.1594
Si	-0.1025	0.1036	0.0228
Si	0.0751	0.1518	-0.0852
Si	0.1024	0.0696	-0.0736
Si	-0.0081	-0.0049	-0.0418
Si	0.0002	-0.0752	-0.2147
Si	-0.0602	0.0887	0.1854
Si	0.1656	-0.1192	0.0778
Si	-0.0285	-0.11	0.0548
Si	-0.1083	-0.0701	-0.0632
Si	0.181	0.0205	0.234
Si	-0.1354	-0.0743	0.138
Si	-0.1718	-0.1459	0.0105
Si	0.0611	0.0647	-0.2332
Si	-0.0717	0.1137	-0.1996
Si	0.0373	0.2123	0.1089
Si	-0.0102	0.0097	-0.0082
Si	0.0022	-0.0225	0.0077
Si	-0.0197	0.0417	-0.016
Si	0.0549	-0.0362	0.0053
Si	-0.0054	-0.0315	-0.0014
Si	-0.0337	-0.0062	0.0153
Si	0.0625	0.0118	0.0107
Si	-0.0574	-0.024	0.0013
Si	-0.056	-0.0416	0.0147
Si	0.0194	0.0355	0.0056
Si	-0.0153	0.0555	0.0115
Si	0.01	0.0794	0.0043
Si	0.008	-0.0122	-0.0142
Si	-0.0045	0.0175	0.0116
Si	-0.0087	-0.0238	0.0174
Si	0.0069	0.0169	0.0249
Si	-0.0014	-0.0026	-0.0056
Si	0.0058	0.0073	-0.0234
Si	-0.0047	-0.0138	-0.0121
Si	-0.0008	-0.0171	-0.0286
Si	0.0095	0.005	-0.0326
Si	-0.0055	-0.006	-0.0119
Si	0.0219	0.0063	0.0055
Si	-0.0041	-0.0026	0.0164
Si	-0.0064	0.0471	0.072
Si	0.025	0.0288	-0.0524
Si	0.0159	-0.0239	-0.0105
Si	-0.0139	-0.0041	0.0565
Si	0.0006	-0.0405	-0.0034
Si	-0.0091	-0.0194	0.0395
Si	-0.0205	0.0053	0.034
Si	0.0076	0.0066	0.0566
Si	0.0046	-0.0034	0.013
Si	-0.0294	0.01	0.0663
Si	-0.0252	0.003	0.0392
Si	0.0026	-0.0231	0.0441
Si	-0.0021	-0.005	-0.0182
Si	-0.0155	0.0287	0.0058
Si	0.0244	0.0133	-0.0169
Si	0.0096	0.006	-0.0249
Si	-0.0101	0.0204	-0.0025
Si	0.0093	-0.018	-0.032
Si	0.0367	0.0215	-0.0285
Si	0.0024	0.0209	-0.022
Si	-0.008	0.0234	-0.0256
Si	-0.0911	-0.1374	-0.0179
Si	0.0449	-0.0456	0.007
Si	-0.0226	0.0414	0.0143
Si	0.0017	0.0026	-0.0092
Si	-0.0069	-0.0015	0.0036
Si	-0.0018	-0.0059	0.0064
Si	0.013	0.0013	0.0181
Si	-0.0055	0.0075	0.0119
Si	0.0057	-0.0019	0.0103
Si	-0.0139	-0.0108	0.0037
Si	0.0037	-0.0128	0.0084
Si	0.001	-0.0068	0.011
Si	-0.0157	0.0304	0.044
Si	0.0016	0.0097	0.0164
Si	0.0095	0.0091	0.0194
Si	0.012	-0.0054	0.0088
Si	0.0047	-0.0016	0.0008
Si	-0.0015	0.0068	0.0002
Si	-0.0094	-0.008	-0.0008
Si	0.0021	-0.0031	-0.0013
Si	0.004	-0.0002	0.0068
Si	0.0052	0.0088	-0.0015
Si	0.0041	0.0048	-0.0017
Si	0.0089	0.0061	0.0017
Si	0.0096	0.0027	-0.0158
Si	0.0077	-0.0058	-0.0065
Si	-0.0167	-0.0134	-0.0094
Si	-0.0006	-0.0008	-0.0085
Si	-0.005	0.0003	-0.0036
Si	0.0014	-0.0009	-0.0026
Si	-0.0006	0.0033	-0.0012
Si	-0.0058	0.0034	0
Si	-0.0003	0.0045	-0.0013
Si	-0.0005	-0.0044	0.0016
Si	0.0025	0.0013	-0.0061
Si	-0.0063	-0.0027	-0.0099
Si	0.0013	0.0075	0.0093
Si	-0.0044	0.006	-0.0003
Si	0.0013	-0.0005	0.0008
Si	0.0025	0.0002	0.0007
Si	0.0005	-0.0024	0.0062
Si	0.0013	-0.0023	0.0016
Si	0.0015	-0.0007	0.004
Si	-0.0045	-0.0039	-0.0047
Si	0.0035	-0.0014	0.0031
Si	0.0009	0.0003	0.0058
Si	-0.0012	-0.0003	0.0032
Si	0	0.0016	0.0056
Si	0.0013	-0.0042	0.0063
Si	-0.0004	-0.0034	0.0057
Si	0.0035	0.0032	0.0069
Si	0.002	0.0025	0.0065
Si	-0.0005	0.0043	0.0073
Si	-0.0004	-0.0047	0.0034
Si	0.0064	0.0037	0.0131
Si	-0.0026	0.0109	0.0144
Si	-0.0049	0.0021	-0.0016
Si	0.0011	0.0003	0.0008
Si	-0.0041	-0.0003	0.0135
Si	-0.0079	0.0049	0.007
Si	-0.0059	0.0005	0.0067
Si	-0.0037	0.0022	0.0033
Si	-0.0061	-0.0052	-0.0064
Si	0.0059	-0.0063	-0.0137
Si	-0.0139	-0.0063	-0.0467
Si	0.008	0.0056	-0.0138
Si	-0.0057	-0.0013	-0.0061
Si	0.0071	-0.0051	-0.0061
Si	0.0009	0.0032	-0.0145
Si	0.0018	-0.0009	-0.0139
Si	-0.0006	0.0002	-0.0057
Si	0.0074	0.0019	-0.0215
Si	-0.001	0.0012	-0.017
Si	-0.0051	0.0007	-0.0038
Si	-0.0048	-0.0002	-0.017
Si	-0.0285	0.0172	-0.0002
Si	0.0451	0.0386	0.0259
Si	0.0027	0.02	0.0072
Si	-0.0013	-0.0129	0.0153
Si	0.0059	-0.0084	0.0082
Si	0.003	-0.0083	0.016
Si	-0.0024	0.0016	0.0149
Si	-0.0178	0.0028	0.004
Si	-0.0173	-0.0219	0.0012
Si	-0.0105	-0.0255	0.0034
Si	-0.0086	0.0166	0.0177
Si	0.0112	0.0135	0.0114
Si	0.0217	-0.0028	0.0177
Si	0.0063	-0.0314	-0.0307
Si	0.01	-0.0104	-0.0415
Si	-0.0112	0.004	-0.0331
Si	-0.0065	0.0249	-0.0253
Si	0.0068	0.0013	-0.0483
Si	0.0154	0.0022	-0.0285
Si	0.0104	0.0064	-0.0119
Si	0.0125	-0.0087	-0.0168
Si	0.0114	0.0048	-0.0341
Si	0.0084	-0.007	-0.0426
Si	-0.0182	-0.0017	0.0094
O	0.0159	0.005	0.0475
O	0.0026	0.0038	0.0203
O	-0.0181	-0.007	0.0231
O	-0.0019	0.0034	0.0474
O	0.0088	0.0044	0.0351
O	-0.0048	0.0101	0.0263
O	-0.0166	-0.0082	0.0633
O	0.0046	-0.001	0.0389
O	0.0004	-0.0013	0.0208
O	-0.0035	-0.0034	0.0156
O	-0.0457	-0.0172	0.0071
O	0.0008	0.0007	0.0195
O	-0.0181	0.003	-0.0242
O	-0.0097	-0.0071	-0.0504
O	0.0124	-0.001	-0.0188
O	0.0069	0.0014	-0.0086
O	0.0052	-0.0003	0.0116
O	0.012	-0.0194	-0.0341
O	0.0649	0.0431	0.0072
O	0.0184	0.0256	-0.0596
O	-0.0048	0.0063	-0.0254
O	0.0011	-0.0066	-0.0493
O	-0.0117	-0.0174	-0.031
O	0.0024	0.001	-0.0188
Si	0.0016	0.0006	-0.0025
Si	0.0024	0.0026	-0.0107
Si	0.0016	0.0042	0.0023
Si	0.0001	0.0021	-0.0005
Si	-0.0002	0.0018	-0.0098
Si	0.0049	-0.0046	0.0046
Si	-0.0001	-0.0004	-0.0066
Si	-0.0026	-0.0013	-0.0047
Si	-0.0019	0.0018	0.0019
Si	-0.0117	0.004	0.006
Si	-0.0147	-0.0088	-0.0095
Si	0.0076	0.009	-0.01
Si	0.0025	-0.0054	0.0047
Si	-0.0011	-0.0066	0.0083
Si	-0.0055	-0.0023	0.0008
Si	-0.0064	-0.0009	0.0041
Si	0.0035	-0.0034	0.0064
Si	-0.0034	0.0027	0.0008
Si	0.0061	0.0002	-0.0062
Si	-0.0008	-0.0002	0.0037
Si	0.0013	-0.0031	0.0075
Si	0.0145	0.0023	0.0051
Si	-0.0078	0.0091	-0.0033
Si	-0.0022	-0.002	-0.0092
Si	-0.0067	0.0009	-0.0006
Si	-0.0088	0.0038	-0.0162
Si	0.0055	-0.0148	-0.0075
Si	-0.0017	-0.0027	-0.0039
Si	0.0036	-0.0009	-0.0002
Si	0.0016	-0.0017	-0.0036
Si	0.0126	-0.0102	-0.0031
Si	-0.0074	0.0048	-0.0091
Si	0.0022	0.0059	-0.0005
Si	0.008	0.0193	0.0153
Si	0.0027	0.0015	-0.0022
Si	0.0002	-0.0193	0.0036
Si	-0.0021	-0.0014	0.0155
Si	0.0066	0.0071	0.0045
Si	0.001	0.0046	0.0072
Si	-0.0189	0.0057	0.0132
Si	-0.0056	-0.0003	0.0047
Si	-0.0049	0.0053	-0.0036
Si	-0.0096	0.0015	-0.0086
Si	0.0026	-0.0028	0.005
Si	-0.0066	-0.006	-0.0131
Si	-0.0019	-0.0034	0.0039
Si	-0.0021	-0.0037	0.0076
Si	0.0001	-0.0004	-0.004
Si	-0.0016	0.0033	0.0065
O	0.0005	0.0003	0.0031
O	0.0021	-0.003	-0.0007
O	-0.0025	0.0057	-0.0043
O	0.0044	-0.0073	0.012
O	0.0008	-0.0014	-0.0003
O	-0.0015	-0.0005	-0.0057
O	-0.0011	0.005	0.0224
O	0.0038	-0.0074	0.0075
O	0.0072	-0.0002	-0.0005
O	-0.0019	0.0063	-0.0025
O	0.0043	-0.0087	0.0125
O	0.0084	-0.0068	0.0076
O	0.0015	0.0133	-0.0184
O	-0.0175	0.0029	0.0213
O	-0.002	-0.0016	0.0024
O	0	0.0003	0.0096
O	0.0044	-0.0028	0.004
O	-0.0064	-0.0002	-0.0094
O	-0.0023	-0.0007	0.0027
O	0.0004	0.0001	0.0023
O	0.0011	-0.0001	0.0027
O	-0.0029	0.0059	-0.0017
O	-0.0029	0.0065	-0.0067
O	-0.0002	-0.0029	0.0062
O	-0.0104	0.0017	-0.0075
O	0.0027	-0.0029	-0.0067
O	-0.0077	0.0017	-0.0005
O	-0.0008	0.0035	-0.0009
O	0.0184	0.0059	-0.0045
O	0.0026	0.0036	0.0049
O	0.0006	0.0039	0.0044
O	-0.0112	0.0013	-0.0075
O	-0.006	0.0075	-0.0015
O	0.0133	-0.0088	-0.0018
O	0.012	0.0049	0.003
O	-0.0043	-0.0009	-0.0026
O	-0.0023	-0.0002	0.0037
O	-0.0012	-0.0008	-0.0088
O	0.015	-0.0019	-0.0037
O	-0.0038	0.0018	0.0017
O	-0.0068	-0.0035	-0.008
O	0.0001	-0.0024	-0.0015
O	-0.0017	-0.0025	0.0091
O	0.0057	0.0067	0.0007
O	0.003	-0.0072	-0.0114
O	-0.0033	0.011	0.0011
O	-0.0012	-0.0012	-0.0026
O	0.0046	0.007	0.0069
O	-0.0021	0.0004	0.0116
O	0.0006	0.0081	-0.0006
O	0.0024	-0.0018	0.0132
O	-0.0083	0.0025	-0.0002
O	0.0008	0.0034	-0.0022
O	0.0065	0.0012	-0.0048
O	-0.0121	0.0128	-0.0095
O	0.0021	-0.0015	-0.007
O	-0.0108	-0.0005	0.0021
O	-0.0006	-0.0018	-0.0071
O	0.0069	0.0026	0.007
O	-0.0027	0.0004	-0.0031
O	0.0122	-0.0039	0.0093
O	0.0009	-0.0009	-0.003
O	-0.001	-0.0029	0.0013
O	-0.0082	0.0109	-0.0075
O	0.0019	0.0038	-0.0061
O	-0.0047	-0.0024	-0.0034
O	0.0048	0.0011	-0.0011
O	-0.0041	0.0006	0.0052
O	-0.005	0.0086	-0.0017
O	-0.0005	-0.0133	0.007
O	-0.0034	0.0095	-0.0034
O	0.0012	0.0024	-0.001
O	0.0066	0.0015	0.006
O	-0.0004	-0.0027	0.005
O	-0.0041	-0.0016	-0.0084
O	-0.0013	-0.0016	0.0028
O	0.0036	0.0021	-0.0044
O	0.0021	0.0006	-0.0015
O	0.0002	0.0002	0.0032
O	-0.0052	-0.0037	0.0088
O	0.01	0.0037	-0.0002
O	0.0013	0.0107	0.0068
O	0.0008	-0.0023	-0.0069
O	0.0008	0.0066	0.0092
O	-0.0012	0.0014	0.0031
O	0.0022	-0.0044	0.0064

The program warned: the cutoff lies below the one the program advises for these potential files; the forces do not sum to zero within the program's tolerance; the exchange-correlation potential is rough where the density is thin.
